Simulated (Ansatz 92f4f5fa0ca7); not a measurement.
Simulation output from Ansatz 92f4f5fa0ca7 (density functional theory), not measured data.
Periodic cell of 144 atoms, Si90O54, from a study of silicon, its oxide and their interface. The atomic structure is a simulated model.

Settings: functional r2SCAN; potential files Ansatz norm-conserving; basis plane waves; wave-function cutoff 1300 eV; density cutoff ratio 4; exchange-correlation grid ratio 1; k mesh 2 x 2 x 1, shifted by 0.5 0.5 0.5 of a step; self-consistency stop 5e-08 eV per atom in the density residual; occupations Fermi-Dirac, 0.05 eV; spin none; net charge 0.

Cell vectors (angstrom)
a 11.5998 -0.1128 0.0784
b -0.1128 11.6822 0.0386
c 0.1294 0.0638 19.1551

Atoms and the computed forces on them: element, x, y, z (angstrom), force x, y, z (eV/angstrom)
Si 0.0298 0.6312 -0.0135 -2.4142 3.3166 1.241
Si 0.0461 3.8765 0.7417 -1.1371 -2.8603 1.4473
Si 0.229 6.9774 0.401 -0.284 1.0724 -1.7027
Si 3.7426 0.4195 -0.4079 -3.3844 -0.9913 -1.056
Si 3.8262 3.3427 0.2436 -1.2489 1.5709 1.563
Si 4.1746 6.4044 -0.4475 2.0038 -0.4759 0.5476
Si 7.8194 1.101 -0.4156 -1.2841 1.6708 -2.3891
Si 7.4726 4.0571 0.3238 2.6556 1.1056 -0.5635
Si 7.5989 7.3223 0.1187 0.8084 -0.8746 -0.1357
Si 1.9076 -0.4512 1.062 0.7925 1.2612 0.5506
Si 2.0023 3.5611 1.9471 0.9151 0.5486 0.0835
Si 2.4425 7.1542 1.4081 -1.5558 0.1454 -0.6745
Si 5.6631 0.2575 0.7604 2.2359 -0.2523 0.4242
Si 5.7887 3.5123 1.6772 -1.0127 1.7269 -1.3026
Si 5.822 7.7987 1.4862 -0.6045 -1.4717 -0.8302
Si 9.3535 0.396 1.2312 2.4077 -2.6713 -1.6329
Si 9.4217 3.8558 1.872 0.1729 -0.7773 -1.7622
Si 9.8161 7.6195 1.5499 -0.19 1.0268 -1.287
Si 1.9501 1.3145 3.0451 1.9151 0.7334 -2.4368
Si 2.3481 5.7949 3.3226 -0.3381 -1.9209 -1.9967
Si 1.988 9.2924 2.5587 -3.0028 0.3501 -2.4106
Si 5.6938 1.5968 2.7309 0.7104 -0.1578 1.8096
Si 6.1738 5.6904 2.7199 -0.7136 0.5655 1.6431
Si 5.7753 9.9993 2.314 0.391 -0.7389 0.9796
Si 9.7146 1.7685 2.8243 -0.6831 2.2621 2.9673
Si 9.8464 5.7616 2.8652 0.8953 0.5612 2.2456
Si 10.0377 10.0262 2.6372 -1.6196 -1.141 -1.3831
Si 0.1347 1.9093 4.0587 -2.4806 0.8173 1.0063
Si 0.2334 5.708 4.2758 -0.9367 2.4874 -0.9308
Si 0.1218 10.01 4.1331 0.5536 -1.6416 0.0425
Si 3.9086 1.701 4.3387 0.2413 -0.6066 -0.2686
Si 4.3153 5.4559 4.3681 0.2037 1.8141 -0.3545
Si 3.6925 9.684 3.7253 3.7485 0.5767 1.7701
Si 7.7329 1.8799 4.2877 0.1139 -0.8357 -1.0269
Si 8.1184 5.9664 4.3363 -1.6269 -0.4463 -0.0721
Si 8.0882 9.8691 3.8793 -1.9755 1.3113 0.1226
Si -0.014 0.1796 5.5354 -0.1433 -0.6083 0.4458
Si 0.0289 3.8692 5.4971 0.0815 -0.8296 1.3673
Si -0.0211 7.8791 5.494 0.4892 0.153 0.4454
Si 3.9953 -0.4403 5.4519 -0.8481 1.9086 -0.7867
Si 3.9385 3.7004 5.8148 1.5195 -0.3191 0.2721
Si 3.7234 7.7648 5.1692 2.0706 -1.2658 -0.3342
Si 7.673 -0.0453 5.598 0.7837 -0.3447 -1.2964
Si 7.663 3.8644 5.5379 0.8735 1.3227 0.0931
Si 7.8494 8.1622 5.3574 -0.6004 -1.667 1.0148
Si 2.0714 0.1216 6.6657 -0.5887 1.4407 0.0331
Si 1.9717 3.7532 7.0438 -1.7664 0.4744 0.3717
Si 2.2514 7.6686 6.8504 -2.3544 1.6606 -0.3341
Si 5.7442 -0.008 6.8169 0.5706 -0.6236 2.8289
Si 6.0889 4.1967 7.1899 -1.9991 -2.7757 -0.5053
Si 5.6445 8.1353 6.4826 1.1444 -0.8941 1.0581
Si 9.5476 0.0272 6.9535 0.5503 1.6266 -0.7821
Si 9.5649 4.1776 6.9874 0.9027 1.8202 -2.6975
Si 9.617 8.1552 7.0332 0.2907 -0.4733 -1.7803
Si 1.5507 1.7694 8.4992 1.3008 -0.3956 -0.6173
Si 1.8649 5.923 8.3017 2.0929 -1.4385 0.4968
Si 2.1108 9.8978 7.7427 -0.8201 -1.8701 2.5621
Si 5.6352 1.948 8.5693 -0.6886 0.838 -1.0131
Si 5.9252 6.2157 8.2068 -0.9064 0.5036 1.0076
Si 5.7853 9.5744 8.3175 -0.3324 0.4924 0.2884
Si 9.6282 2.2981 7.9488 -1.3388 -4.1152 2.4375
Si 9.5488 6.2062 8.2604 1.0805 -0.3627 -0.5878
Si 9.6073 9.9894 8.4328 2.0575 -0.8258 0.294
Si -0.6763 1.4882 9.5472 -0.7037 0.1588 -0.3497
Si -0.0546 6.2581 9.449 -1.6497 2.7297 1.5161
Si 0.2275 9.7082 9.2602 -0.7702 -2.0022 -1.4759
Si 3.4557 2.3774 9.9252 1.8266 1.3355 1.1123
Si 3.9493 5.6397 9.7626 0.3483 1.8344 0.5942
Si 3.6494 9.9907 9.591 1.1474 -2.4381 -2.5225
Si 7.6692 2.5133 9.5363 2.0855 0.0543 1.6063
Si 7.8442 5.7173 9.6656 -0.8428 0.5747 -2.6222
Si 7.8391 9.5878 9.739 -2.6905 2.1799 -2.0566
Si 4.4354 6.6198 12.8868 3.4472 -0.1999 -1.7274
Si -2.9854 7.7782 11.8619 0.2923 -5.362 2.992
Si 7.3161 -5.6465 13.9919 3.5021 -0.3392 0.6565
Si 4.1784 0.2172 11.6609 -1.4683 4.7381 4.9342
Si 8.4818 0.3301 11.1379 -0.5113 3.0506 -1.6084
Si 6.7219 -0.1827 13.4714 4.7152 -1.3564 1.3455
Si -0.1946 3.9598 11.6645 1.5836 -1.2364 0.9718
Si -0.1706 6.1434 15.1739 0.048 -0.1146 2.2429
Si 1.8435 9.998 11.4736 -4.746 -2.2264 1.5247
Si 13.2837 5.2599 13.3194 2.6021 -0.3467 0.9605
Si 11.6285 7.7673 12.9005 -0.7009 1.4472 -1.5453
Si 0.4993 8.4957 16.7584 -0.9977 0.9695 2.9095
Si 5.1568 -2.5045 14.7502 -0.6853 1.5887 -4.8286
Si 6.5077 7.4413 16.6008 0.0854 1.5336 4.5497
Si 11.1936 11.1356 16.4437 -1.0184 3.919 -2.131
Si 2.5082 10.5753 16.0435 0.9436 -0.7277 0.8091
Si 8.6236 1.0725 15.7279 -1.1854 -1.3447 -2.1339
Si 9.4372 3.888 14.432 -0.0124 0.315 1.5549
O -0.008 2.3926 0.008 0.9104 -1.4262 -0.4587
O 12.5756 -5.2341 -6.546 -0.0157 0.5775 -1.9771
O -0.0701 6.9814 -2.6122 -0.7809 -4.8051 -2.3476
O -0.1429 5.2574 0.0236 1.089 4.4547 -1.7403
O 0.3526 8.3184 -0.8256 0.198 -2.0192 5.2595
O 5.3903 6.5322 -1.5993 -3.148 0.0212 -0.0811
O 3.3519 -0.4436 -1.8264 -0.6589 -0.2768 -1.0862
O 3.3241 2.0181 -0.6151 1.1743 -0.1975 -0.2857
O 3.9285 4.7506 -0.6424 -0.2201 0.521 0.4012
O 1.8171 8.9226 -2.6905 2.7744 3.3263 -2.0946
O 7.7698 0.5872 -2.0629 0.3761 0.602 3.5772
O 7.1988 -5.3554 -3.5087 -0.1858 -0.4728 -3.1362
O 9.7177 11.7653 -3.5713 1.6708 -1.0706 0.4009
O 7.3417 5.6998 -0.2378 1.1044 -2.5476 1.1174
O 7.8515 14.5658 -0.7402 -0.9377 -2.0458 1.1361
O 7.4254 7.96 -1.3872 0.3355 0.2429 -0.7403
O -3.3141 -0.2063 12.4295 -2.966 -1.1119 4.5242
O 0.1524 8.1001 9.7746 -0.2927 -2.3319 -0.257
O -0.5408 5.3924 10.9074 0.9149 -0.8603 -1.4049
O -0.0814 2.6314 10.5249 -0.3656 3.2661 3.8476
O 1.1455 5.2449 14.7761 -0.98 0.5837 -0.3295
O 2.884 -2.7614 10.6622 1.5795 2.2313 -1.2493
O 7.986 7.4483 13.4553 -1.0541 -1.7919 -0.7745
O -0.3829 7.4613 14.2901 -0.9088 0.9088 0.2819
O 5.8413 5.6495 13.3399 -2.409 1.9524 -0.7287
O 7.9902 8.6427 10.9869 -1.8805 2.9155 -1.3297
O 4.2303 6.5969 11.2529 0.2622 -1.2628 -1.4011
O 8.1874 1.9848 11.2696 -1.3255 -0.8574 -3.4006
O 8.1481 4.6347 13.8634 -1.6686 1.7371 -0.039
O 8.2031 6.2276 11.0829 0.7934 1.9796 3.6747
O 7.3878 11.1273 10.2151 -0.0177 -0.1031 -0.1296
O -0.5659 9.6887 16.5564 -0.6871 0.5211 -1.1309
O -1.6952 0.3772 10.3274 2.7162 0.6774 -0.6426
O 0.8917 9.2431 12.6044 0.2468 -0.8941 0.4329
O 4.6267 8.1114 13.5048 0.3941 -0.2015 1.7737
O 4.3215 -0.2518 10.1912 0.6677 -1.4133 -1.573
O 5.393 0.3861 12.8642 -2.7237 0.1574 -3.4704
O 2.7518 11.0249 12.2025 1.9254 2.0703 1.147
O 10.5127 3.7101 13.2054 0.7682 -0.6912 -2.3048
O 12.1233 10.4851 10.6608 2.2738 0.346 0.7225
O 3.7232 -9.8015 11.5413 0.8669 -2.4063 -2.4228
O 6.3671 -1.7273 13.8819 -0.6119 0.4784 0.9563
O 1.4866 4.0454 12.3272 -3.0441 0.4355 -1.0464
O -3.5992 4.2554 9.5392 -0.9695 -2.1949 0.8787
O 3.8435 4.0557 10.0644 -0.5791 -1.4216 0.2565
O 12.7677 11.4696 15.675 0.0648 -2.5711 1.8463
O 3.3645 -5.8395 13.422 -3.1758 -2.2132 1.3057
O 10.1429 7.9523 12.1699 2.332 -0.189 -0.0755
O 8.9503 2.6178 15.4511 1.3698 1.9169 -1.7933
O 10.1593 5.0539 15.375 0.1219 -0.5604 -0.1121
O -0.5679 12.2537 17.6678 1.4112 -2.0231 -0.9931
O 7.2808 0.7354 14.6974 1.0691 -0.3254 -0.0648
O 5.7577 -2.8716 16.1622 0.72 -1.9903 -0.2868
O 3.6754 10.073 14.9102 -0.8635 1.1322 1.5778

Results
free energy: -35635.533 eV
free energy less fixed offsets of O -463.61, Si -117.95 eV per atom: 14.907 eV
pressure: -3.42 GPa
stress xx, yy, zz, yz, xz, xy (GPa, positive in tension): 3.38, 5.17, 1.72, 1.34, 0.59, 0.31
